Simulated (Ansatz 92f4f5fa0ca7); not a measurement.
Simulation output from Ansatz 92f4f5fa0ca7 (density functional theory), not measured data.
Periodic cell of 221 atoms, Si132O88H1, from a study of silicon, its oxide and their interface. The atomic structure is a simulated model.
Doubt: the cutoff is far below the 930 eV that the study's wrapper takes by default for these files, so forces and energies are approximate.
This geometry differs little from another in the collection (a relaxation step or a small displacement).

Settings: functional PBE; potential files Ansatz PAW; basis plane waves; wave-function cutoff 580 eV; density cutoff ratio 5; exchange-correlation grid ratio 1; k mesh 1 x 1 x 1, Gamma-centred; self-consistency stop 5e-08 eV per atom in the density residual; occupations fixed; spin none; net charge +1 e, with a uniform compensating background and no finite-size correction.

Cell vectors (angstrom)
a, 10.938, 0, 0
b, 0, 10.938, 0
c, 0, 0, 32.5536

Atoms and the computed forces on them: element, x, y, z (angstrom), force x, y, z (eV/angstrom)
Si, -0.2696, 0.2917, 25.1582, -0.0095, 0.0286, -0.0298
Si, 5.6583, -0.2882, 25.1461, 0.0127, -0.0305, -0.0012
Si, 2.3584, 2.9957, 25.0788, -0.0316, 0.0181, -0.0327
Si, 8.4567, 2.5144, 25.1251, 0.0144, -0.0003, 0.0083
Si, 0.1244, 5.236, 24.9467, 0.003, -0.0172, 0.0069
Si, 5.2127, 5.7873, 25.091, -0.0161, 0.0377, -0.0279
Si, 2.9715, 8.0044, 25.0419, 0.0232, -0.0088, 0.0015
Si, 7.8896, 8.4346, 25.0884, -0.0418, 0.0174, -0.0316
Si, 1.2986, 1.4297, 26.4736, -0.0046, 0.003, 0.0139
Si, 6.8159, 1.3644, 26.3816, 0.0099, -0.0089, 0.0056
Si, 4.0404, 4.133, 26.3251, -0.004, 0.0066, 0.0167
Si, 9.573, 4.1178, 26.4163, 0.015, -0.0127, 0.0037
Si, 1.3197, 6.8337, 26.2844, 0.0145, -0.0145, 0.0026
Si, 6.7799, 6.8779, 26.454, -0.0082, 0.0089, 0.0135
Si, 4.0766, 9.5379, 26.4586, 0.0144, -0.0112, 0.003
Si, 9.5173, 9.5807, 26.3805, -0.0074, 0.006, 0.0209
Si, 2.7115, 0.0238, 27.7643, 0.0007, -0.0026, 0.0028
Si, 8.1819, 0.0125, 27.7828, -0.0056, 0.001, -0.0088
Si, -0.0327, 2.7782, 27.8335, -0.0082, 0.0099, -0.0044
Si, 5.4347, 2.761, 27.7196, 0.004, -0.0032, 0.007
Si, 2.6971, 5.4944, 27.7389, -0.0061, 0.0074, -0.0051
Si, 8.1852, 5.4871, 27.7574, 0.0009, -0.0014, 0.002
Si, -0.0122, 8.2073, 27.7161, 0, 0.0014, 0.0094
Si, 5.4461, 8.2184, 27.8374, -0.0025, 0.0041, -0.0038
Si, 4.1018, 1.3673, 29.1354, 0.0152, 0.1206, -0.173
Si, 9.5708, 1.3673, 29.1354, -0.1799, -0.0023, 0.2632
Si, 1.3673, 4.1018, 29.1354, 0.1016, 0.2723, 0.2378
Si, 6.8362, 4.1018, 29.1354, -0.129, -0.0139, -0.239
Si, 4.1018, 6.8362, 29.1354, -0.2912, -0.1634, 0.1842
Si, 9.5708, 6.8362, 29.1354, 0.0462, 0.0666, -0.2101
Si, 1.3673, 9.5708, 29.1354, -0.1213, -0.0547, -0.2284
Si, 6.8362, 9.5708, 29.1354, 0.015, 0.1519, 0.348
Si, 0, 0, 30.5026, -0.0317, -0.0233, -0.0185
Si, 5.469, 0, 30.5026, 0.0819, -0.017, 0.0031
Si, 2.7345, 2.7345, 30.5026, 0.0227, 0.0406, -0.0192
Si, 8.2035, 2.7345, 30.5026, -0.0176, -0.1174, 0.003
Si, 0, 5.469, 30.5026, 0.0755, 0.0013, -0.007
Si, 5.469, 5.469, 30.5026, -0.0665, -0.0467, -0.0136
Si, 2.7345, 8.2035, 30.5026, 0.0193, -0.0695, -0.0025
Si, 8.2035, 8.2035, 30.5026, 0.0191, 0.0338, -0.0205
Si, 1.3673, 1.3673, 31.8699, -0.0006, 0.0034, -0.0202
Si, 6.8362, 1.3673, 31.8699, -0.028, 0.0669, -0.0048
Si, 4.1018, 4.1018, 31.8699, 0.0193, -0.0224, 0.001
Si, 9.5708, 4.1018, 31.8699, 0.0127, 0.0631, -0.0373
Si, 1.3673, 6.8362, 31.8699, -0.0878, 0.0072, -0.0201
Si, 6.8362, 6.8362, 31.8699, 0.0102, 0.0236, -0.0253
Si, 4.1018, 9.5708, 31.8699, -0.0435, 0.0225, -0.028
Si, 9.5708, 9.5708, 31.8699, -0.0113, -0.01, -0.0065
Si, 2.7345, 0, 0.6835, 0.0423, -0.0422, 0.0278
Si, 8.2035, 0, 0.6835, -0.0009, -0.0097, 0.0102
Si, 0, 2.7345, 0.6835, -0.0242, -0.0264, 0.0126
Si, 5.469, 2.7345, 0.6835, 0.0199, -0.0359, 0.0285
Si, 2.7345, 5.469, 0.6835, 0.0028, 0.0437, 0.0023
Si, 8.2035, 5.469, 0.6835, 0.0051, -0.0432, 0.0239
Si, 0, 8.2035, 0.6835, 0.0662, -0.0156, 0.0202
Si, 5.469, 8.2035, 0.6835, -0.0023, -0.0052, 0.0174
Si, 4.1018, 1.3673, 2.0507, -0.049, 0.0755, 0.003
Si, 9.5708, 1.3673, 2.0507, 0.0599, 0.0396, 0.0036
Si, 1.3673, 4.1018, 2.0507, -0.0225, 0.0323, 0.0164
Si, 6.8362, 4.1018, 2.0507, -0.0107, 0.0557, 0.0216
Si, 4.1018, 6.8362, 2.0507, -0.0236, -0.0521, -0.0153
Si, 9.5708, 6.8362, 2.0507, -0.0231, 0.0214, 0.0267
Si, 1.3673, 9.5708, 2.0507, -0.0909, 0.0108, 0.0089
Si, 6.8362, 9.5708, 2.0507, 0.0738, 0.0089, -0.009
Si, 0, 0, 3.418, 0.198, 0.0862, -0.3406
Si, 5.469, 0, 3.418, 0.1321, 0.0638, 0.4405
Si, 2.7345, 2.7345, 3.418, 0.2881, -0.2554, 0.0327
Si, 8.2035, 2.7345, 3.418, -0.0845, -0.1844, 0.0811
Si, 0, 5.469, 3.418, 0.0085, -0.1835, -0.0986
Si, 5.469, 5.469, 3.418, -0.1921, -0.1032, -0.2762
Si, 2.7345, 8.2035, 3.418, 0.2448, 0.0786, 0.0448
Si, 8.2035, 8.2035, 3.418, -0.1269, 0.1793, -0.191
Si, 1.4324, 1.2969, 4.7801, 0.0095, 0.0089, 0.0032
Si, 6.8628, 1.3693, 4.8599, -0.0059, 0.0004, -0.002
Si, 4.1725, 4.0409, 4.7936, 0.0209, -0.0197, 0.0091
Si, 9.5822, 4.0705, 4.772, 0.0007, -0.0054, 0.0062
Si, 1.406, 6.7987, 4.7492, 0.0041, -0.0011, -0.0056
Si, 6.7806, 6.87, 4.7363, -0.0017, -0.0002, 0.0196
Si, 4.123, 9.5628, 4.8305, 0.0013, 0.0038, 0.0124
Si, 9.5615, 9.6148, 4.7423, -0.0193, -0.0137, -0.0097
Si, 2.8208, -0.0179, 6.2699, -0.0041, 0.0002, -0.0092
Si, 8.2682, 0.0214, 6.2363, 0.0075, 0.0107, -0.0074
Si, 0.0391, 2.6649, 6.0897, 0.008, 0.0128, -0.0264
Si, 5.5721, 2.7561, 6.3184, -0.0178, 0.0227, -0.0089
Si, 2.7665, 5.4067, 6.095, 0.0026, -0.0003, -0.0187
Si, 8.1613, 5.4872, 6.0092, -0.0052, 0.0141, -0.0142
Si, 0.0481, 8.2394, 5.9891, -0.0035, 0.0007, 0.0001
Si, 5.4673, 8.197, 6.2302, 0.0011, -0.0083, -0.0351
Si, 3.9313, 1.6385, 7.6213, -0.0044, 0.0114, 0.0147
Si, 9.9983, 1.0838, 7.526, -0.0048, -0.0235, 0.0686
Si, 1.6123, 3.7971, 7.3707, 0.0189, -0.042, 0.0596
Si, 6.7249, 4.4806, 7.5735, -0.0234, 0.0075, 0.0121
Si, 4.2991, 6.5254, 7.4583, 0.0523, -0.0491, 0.1166
Si, 9.3569, 7.0917, 7.1605, -0.0305, 0.0082, 0.0036
Si, 1.1951, 9.6551, 7.4499, 0.0199, 0.0067, 0.0366
Si, 7.1591, 9.2977, 7.4812, 0.0331, -0.0191, 0.0376
O, 1.267, 4.1121, 24.4921, 0.0146, -0.0149, 0.0087
O, 6.7844, 9.5674, 24.5865, 0.0107, 0.0004, 0.01
O, 2.7428, 2.7349, 7.9241, -0.0225, 0.0185, -0.0129
O, 8.3018, 8.1591, 7.865, 0.007, 0.0042, -0.0104
O, 5.4946, 5.5064, 7.9994, -0.0538, 0.0365, -0.018
O, 0.098, -0.1455, 7.9246, -0.0247, 0.0119, -0.0283
O, 4.0974, 6.8904, 24.5421, 0.0095, -0.0179, 0.0068
O, 9.5562, 1.3905, 24.5945, 0.0104, -0.0171, 0.0074
O, 1.6462, 8.8464, 8.8319, 0.0056, -0.0043, 0.0086
O, 0.8833, 4.2636, 8.7705, 0.0095, 0.0106, -0.034
O, 9.76, 1.7586, 9.0427, 0.0004, -0.0346, 0.003
O, 6.6462, 9.8735, 8.9562, 0.0199, 0.0018, 0.0235
O, 4.4668, 1.2534, 9.1478, -0.0022, -0.0059, 0.004
O, 3.4764, 6.9302, 8.8357, 0.0073, 0.0038, -0.0673
O, 7.5519, 4.1889, 9.0046, 0.0039, 0.0072, -0.0034
O, 10.054, 6.2596, 8.3712, 0.0057, 0.0028, 0.0033
O, 2.8994, 2.153, 23.7628, 0.002, 0.0047, 0.0143
O, 4.8363, 0.2569, 23.8245, -0.0012, 0.0062, 0.0023
O, 7.9105, 3.3065, 23.7816, -0.0054, 0.001, -0.0037
O, 10.2914, 5.7748, 23.5582, -0.0004, 0.0046, -0.0016
O, 8.4205, 7.6891, 23.7126, 0.0081, 0.0001, 0.0129
O, 2.4237, 8.7563, 23.6664, -0.0056, -0.0004, 0.0005
O, 6.0356, 5.2614, 23.7535, -0.0005, -0.0076, 0.0106
O, 0.52, 10.6392, 23.8438, -0.0027, -0.0055, 0.0112
Si, 3.1855, 9.2707, 11.9092, 0.0479, -0.026, 0.0069
Si, 8.215, 4.7879, 10.3695, -0.0002, -0.0123, -0.0085
Si, 7.0584, 4.743, 17.4978, 0.0042, -0.0057, -0.002
Si, 4.2855, 1.6049, 23.117, -0.0028, -0.0103, 0.0104
Si, 12.3559, 3.3004, 19.2399, 0.0026, 0.0077, -0.012
Si, 8.0018, -2.9656, 14.5126, -0.0397, -0.0137, -0.0057
Si, 1.077, 9.3755, 22.9964, 0.0086, 0.0093, 0.0116
Si, 4.0293, 12.9119, 20.1094, 0.0019, -0.0012, -0.0007
Si, -2.3578, 2.9621, 12.6467, 0.0016, -0.0009, 0.006
Si, -3.9327, 14.1981, 20.1579, -0.0048, -0.0002, -0.0026
Si, 1.0708, -4.6012, 18.5374, 0.0211, -0.0145, -0.0054
Si, 0.8542, 11.1812, 12.4562, 0.0027, 0.0171, -0.0034
Si, 10.3078, 9.7864, 14.8642, -0.0077, -0.0055, -0.0026
Si, -6.0283, 3.1273, 16.0537, -0.0014, -0.0004, -0.0024
Si, 7.1686, 10.26, 10.4489, 0.0814, 0.0004, 0.014
Si, 0.6469, 17.6645, 15.505, 0.0067, -0.0014, 0.0064
Si, -1.3981, 4.1897, 15.4331, 0.0018, -0.0009, -0.0039
Si, 0.006, 5.4447, 9.4255, 0.0121, 0.0043, 0.0046
Si, 4.9952, 7.4445, 13.4693, 0.0304, 0.0305, -0.0178
Si, 6.554, 3.8738, 23.0914, 0.0051, 0.0109, 0.0123
Si, 7.4431, 7.667, 17.3848, 0.0056, -0.0036, 0.0086
Si, 9.8033, 1.0661, 10.5209, -0.0217, -0.0349, -0.0235
Si, 2.1615, 11.6083, 18.1961, 0.0039, 0.004, -0.0072
Si, 9.7611, 1.8701, 19.7657, 0.0007, 0.0004, -0.0084
Si, 4.6149, 0.8008, 10.6928, -0.0079, 0.0005, -0.0139
Si, 3.005, 2.2174, 13.0102, 0.0336, 0.0044, 0.0107
Si, 2.2159, 7.5514, 9.6446, 0.0248, 0.0041, -0.0396
Si, 5.88, 9.647, 15.6225, 0.0057, -0.0315, -0.0472
Si, 3.1543, 5.0344, 14.4245, 0.0102, 0.0033, -0.0001
Si, 9.6906, 7.1397, 22.8611, -0.0097, -0.0041, 0.0093
Si, 11.2713, 10.2228, 20.248, 0.0071, 0.0002, 0.0039
Si, 7.2985, -3.605, 11.7425, -0.0302, 0.006, -0.0017
Si, -1.3996, 7.5655, 19.7988, -0.0086, -0.0011, -0.0021
Si, 3.5954, 0.5504, 15.7522, 0.0031, -0.0107, -0.0036
Si, 9.6067, 12.3624, 16.5698, 0.0024, -0.0004, 0.0008
Si, 7.0533, 1.5132, 14.7688, -0.0034, -0.0041, -0.0058
O, 4.3157, 9.9838, 15.7641, -0.0006, 0.0041, 0.003
O, 10.2204, -0.0611, 16.112, 0.0027, -0.0017, 0.0007
O, 8.6579, -0.0781, 10.5237, -0.0571, -0.0327, 0.0045
O, 0.146, 8.288, 15.0418, 0.0019, -0.0005, 0
O, 4.3487, -4.7679, 14.1965, -0.0168, -0.0187, 0.0071
O, 2.8156, 14.0523, 20.1059, -0.0005, 0.0003, 0.0037
O, 1.8451, 6.0061, 14.604, -0.0022, 0.0006, -0.0002
O, -1.7742, 14.8365, 13.8619, 0.002, 0.0024, -0.002
O, -2.8844, 1.5438, 16.0455, 0.0076, 0.0005, 0.0116
O, -1.0821, 4.7875, 10.4547, 0.0003, 0.0025, 0
O, 10.4568, -4.4703, 19.0183, -0.0052, -0.0036, 0.0019
O, 8.3028, 7.3734, 15.9847, 0.0156, 0.0008, -0.0127
O, -3.1849, 1.7284, 13.3323, -0.0042, -0.003, 0.0009
O, 3.4274, 12.1719, 14.2836, 0.0034, -0.0106, 0.0047
O, 1.3543, 9.9073, 21.4749, -0.0046, 0.0009, -0.003
O, 8.1835, 7.1203, 13.1569, 0.0042, 0.0109, -0.004
O, 8.2653, 2.218, 20.3292, 0.0053, -0.0033, 0.0047
O, 10.2821, 8.9869, 19.9281, -0.0016, -0.0025, 0.0013
O, 4.043, 1.2477, 21.5545, -0.0009, 0.0009, -0.0062
O, -3.705, 8.903, 11.3807, -0.0205, 0.0296, -0.0302
O, 6.8381, 4.1383, 21.5111, 0.0016, 0.0015, -0.0041
O, 8.2698, 7.8715, 18.7576, 0.0022, -0.0025, 0.0086
O, 12.1672, 10.4964, 18.9108, 0.0021, -0.0014, 0.0011
O, 6.553, 6.3136, 17.5143, -0.0022, 0.004, 0.0007
O, -2.7166, 4.4928, 16.3741, -0.0002, 0.0032, 0.0037
O, 9.6583, 2.1998, 11.6947, -0.0054, 0.0046, -0.0032
O, 10.7556, 10.726, 13.6217, -0.041, -0.0163, 0.0245
O, 5.9294, 2.7144, 14.8295, -0.0006, -0.002, -0.0012
O, 6.4608, 10.9209, 14.8307, 0.0022, -0.0051, 0.0063
O, -0.5234, 16.5147, 15.463, 0.0001, -0.0013, -0.0011
O, -2.1912, -1.5442, 14.453, 0.0053, 0.0005, 0.0033
O, 4.0148, 1.8989, 11.7621, 0.0043, 0, -0.0064
O, -7.3609, 11.7567, 19.0207, -0.0033, -0.0046, 0.0009
O, 2.7888, 7.9424, 11.1173, -0.0432, -0.0575, -0.0044
O, 5.7917, 6.8811, 12.1985, 0.0332, 0.0313, 0.0092
O, 2.0157, -3.7594, 19.5618, 0.36, 0.2675, -0.1577
O, 6.2126, 8.2681, 14.5341, -0.0026, 0.0402, 0.0176
O, 9.1851, 6.9747, 21.287, -0.0004, 0.0052, -0.0036
O, 1.4814, 12.6739, 12.7065, -0.0401, 0.0155, 0.0029
O, -0.0563, 8.2275, 22.9095, -0.003, -0.0017, 0
O, 6.5558, 9.0316, 16.9799, 0.0022, 0.0097, 0.0162
O, -3.4295, 4.293, 18.9839, 0.0013, 0.0017, 0.0032
O, 2.278, 0.2004, 16.6245, 0.0003, 0.0002, 0.0054
O, -0.0481, 3.0697, 19.9657, 0.002, -0.0004, 0.007
O, 1.4474, 4.7569, 18.5368, -0.0003, 0.0086, 0.0107
O, 3.8778, 10.2957, 10.8827, 0.0428, 0.0209, -0.0471
O, 5.3943, 2.767, 23.2801, -0.003, -0.0024, 0.0032
O, 3.6676, 4.1357, 15.6936, 0.0025, -0.0004, 0.0001
O, 5.5499, 13.4882, 19.8048, 0.0012, -0.0009, 0.0026
O, -3.2502, 3.9223, 11.6648, -0.0028, -0.0042, 0.0043
O, 4.1114, 8.7484, 13.1709, 0.0072, -0.0303, 0.0048
O, 6.1744, 0.4722, 11.0567, 0.0356, -0.0008, -0.0092
O, 9.5908, 1.4683, 18.1814, 0.0002, -0.0022, 0.0004
O, -0.6362, 13.7575, 15.9819, 0.0012, -0.0008, 0.0025
O, 4.4205, 1.674, 16.6145, 0.0028, 0.0016, 0.0059
O, 1.4786, 13.0835, 18.0798, -0.0007, -0.0039, 0.0033
O, 5.7326, -7.0581, 17.1966, -0.001, -0.0001, 0.0046
O, 1.0519, 6.4992, 10.0844, -0.0203, -0.0189, -0.0027
O, 1.2268, 6.9164, 17.0099, -0.0061, -0.0037, 0.004
O, 1.9576, 10.0094, 12.6193, -0.0027, 0.0341, 0.0542
O, 7.7789, 6.3663, 10.565, -0.0061, 0.0143, 0.0078
O, 11.169, 0.262, 10.9555, -0.0321, 0.0131, -0.0383
O, 10.3256, 11.5123, 20.5752, -0.0003, -0.0004, 0.0032
O, 2.9967, 3.8555, 13.2739, 0.0042, 0.0163, 0.0049
H, 2.7596, -3.2273, 19.2204, -0.3626, -0.2743, 0.1586

Results
free energy: -133981.931 eV
free energy less fixed offsets of H -15.97, O -568.88, Si -635.61 eV per atom: -4.001 eV

The program warned: the cutoff lies below the one the program advises for these potential files; the forces do not sum to zero within the program's tolerance; the exchange-correlation potential is rough where the density is thin.
